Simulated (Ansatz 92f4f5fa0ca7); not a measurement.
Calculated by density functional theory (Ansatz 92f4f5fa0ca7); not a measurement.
Periodic cell of 166 atoms, Si98O68, from a study of silicon, its oxide and their interface. The atomic structure is a simulated model.

Settings: functional r2SCAN; potential files Ansatz norm-conserving; basis plane waves; wave-function cutoff 1300 eV; density cutoff ratio 4; exchange-correlation grid ratio 1; k mesh 2 x 2 x 1, shifted by 0.5 0.5 0.5 of a step; self-consistency stop 5e-08 eV per atom in the density residual; occupations Fermi-Dirac, 0.05 eV; spin none; net charge 0.

Cell vectors (angstrom)
a, 10.88, 0, 0
b, 0, 10.88, 0
c, 0, 0, 23.3865

Atoms: element, x, y, z (angstrom)
Si, 1.2318, 0.2275, -1.0421
Si, 2.79, 3.136, -0.957
Si, 0.9547, 4.5957, -0.2653
Si, 4.3073, 7.6899, 0.5136
Si, 6.0397, -0.369, -0.5925
Si, 8.7963, 2.3756, -0.2728
Si, 6.4549, 3.8909, 0.6307
Si, 8.9744, 7.396, -0.8213
Si, 0.54, 0.0154, 1.1527
Si, 4.016, 3.5884, 1.331
Si, 2.0135, 6.7231, -0.0678
Si, 4.6199, 9.8936, 1.4963
Si, 8.1419, 0.1806, 0.2809
Si, 10.1791, 3.6217, 1.1318
Si, 8.465, 5.1973, 1.2968
Si, 9.6831, 9.3979, 0.9526
Si, 0.1584, 2.15, 2.4851
Si, 2.5362, -0.2507, 2.6148
Si, 0.1798, 7.8588, 2.339
Si, 2.5047, 5.3121, 2.3939
Si, 5.5338, 2.1033, 2.5969
Si, 7.4786, 0.261, 2.5202
Si, 5.2929, 7.4238, 2.5528
Si, 7.0873, 5.8707, 3.0557
Si, 1.115, 4.0551, 3.9327
Si, 3.9005, 0.9454, 4.0317
Si, 1.3015, 8.9917, 3.9853
Si, 3.5138, 6.6347, 4.1809
Si, 6.0574, 3.9483, 3.9827
Si, 9.1507, 1.1735, 3.7983
Si, 6.6912, 9.5456, 3.7669
Si, 9.3455, 6.6254, 3.8206
Si, -0.2505, -0.1786, 5.0577
Si, 2.7114, 2.4902, 5.3172
Si, -0.4385, 5.2345, 5.3883
Si, 2.4545, 8.1283, 5.6428
Si, 5.425, -0.0637, 5.3192
Si, 7.8938, 2.5589, 5.0789
Si, 5.0094, 5.577, 5.7156
Si, 8.0773, 8.2708, 5.1848
Si, 1.0847, 1.2371, 6.4577
Si, 3.9692, 3.9829, 7.0263
Si, 1.286, 6.462, 6.6833
Si, 4.0205, 9.4194, 6.6979
Si, 6.7722, 1.412, 6.7281
Si, 9.0273, 3.8146, 6.6757
Si, 6.7008, 6.9563, 6.6469
Si, 9.2739, 9.5526, 6.7624
Si, -0.2209, 2.4959, 7.8987
Si, 2.7698, 0.297, 7.814
Si, 0.0164, 8.0197, 7.84
Si, 2.797, 5.5122, 8.4288
Si, 5.3727, 2.3672, 8.3107
Si, 7.921, 0.1702, 8.2578
Si, 5.3037, 8.4075, 8.2095
Si, 8.2079, 5.5259, 8.0076
Si, -0.0467, 4.4621, 9.7397
Si, 4.0602, 1.0799, 9.7227
Si, 1.5443, 9.4515, 9.0595
Si, 3.9893, 7.3852, 9.6677
Si, 7.2355, 4.2857, 9.8539
Si, 9.7158, 1.092, 9.4613
Si, 6.3425, 10.0218, 9.7484
Si, 9.9136, 6.6475, 9.4068
Si, 0.887, 0.9043, 10.8184
Si, 2.7818, 2.4692, 11.0227
Si, 2.1142, 4.4151, 10.2828
Si, 5.9832, 8.8598, 13.7693
Si, 7.4134, -1.5018, 11.7923
Si, 9.2164, 1.0529, 11.6592
Si, 5.9401, 6.5709, 14.2744
Si, 9.4807, 8.0708, 11.4703
Si, 1.3135, -2.4755, 13.0356
Si, 9.2399, 3.3912, 11.2375
Si, 7.8074, 5.4747, 12.2881
Si, -7.5048, 6.3587, 12.4901
Si, 0.6993, 1.5274, 15.9552
Si, 2.8858, 2.9813, 14.1551
Si, 18.5886, -0.0755, 15.3101
Si, -5.8468, 2.9212, 17.3849
Si, 3.9105, -1.0298, 13.8741
Si, 10.5909, 9.5566, 15.441
Si, 15.8709, 7.0468, 17.0735
Si, 4.3804, -3.9706, 19.7231
Si, 5.5308, 2.4568, 21.3797
Si, 3.013, 4.9668, 16.2385
Si, 3.3406, 9.4775, 16.91
Si, 5.4092, 12.3739, 14.7759
Si, 11.6827, 8.3244, 18.1069
Si, 7.5709, 2.9103, 18.9043
Si, 12.5585, 5.6219, 18.6607
Si, 8.9711, 1.2732, 17.4392
Si, 2.6932, 1.2625, 18.2967
Si, 10.86, 5.2297, 21.1332
Si, 9.5614, 3.4864, 20.3789
Si, 5.8338, 7.5206, 22.2244
Si, 11.0504, 0.8626, 19.7198
Si, 13.0945, 8.6347, 20.819
O, -1.8174, 2.378, -1.9496
O, 1.0346, -3.4377, 1.0175
O, 4.3354, -6.7265, -6.7351
O, 1.8395, 0.9063, -3.7855
O, -1.811, 6.48, 0.5736
O, 9.1056, -0.9903, -8.5257
O, 4.0619, 3.138, -2.19
O, 5.3087, 11.7862, -1.3566
O, 5.0784, 4.8305, 0.5804
O, 10.5726, 2.4915, -3.8344
O, 11.9025, 8.885, -3.7697
O, 5.2206, 6.5721, -2.2774
O, 5.8451, -1.6744, -1.6259
O, 9.9688, 8.5639, -0.561
O, 7.446, 7.335, -1.1078
O, -3.5982, 5.8637, 13.781
O, -5.8493, -0.1283, 10.3907
O, 1.3819, -0.6214, 10.5031
O, 2.4792, 2.5175, 12.64
O, 2.7424, 5.2265, 11.6246
O, 2.7223, 8.4689, 9.3989
O, -0.8234, 12.7938, 16.3706
O, 4.1637, -3.542, 11.4129
O, 5.3767, 1.5829, 16.4208
O, 7.8692, 0.2528, 12.0865
O, 8.7281, 4.2056, 12.663
O, 3.5018, 10.6876, 17.9129
O, 10.8003, 11.6202, 12.2258
O, 8.9094, 6.7286, 12.1958
O, 3.0763, 9.8226, 15.2867
O, -8.2345, 4.4948, 14.6987
O, 5.9805, 3.2608, 9.5527
O, 10.9876, 8.2587, 12.0071
O, 11.3818, 8.4578, 14.4758
O, 5.4123, -4.1895, 18.5409
O, -6.2801, 2.8423, 14.2847
O, 2.1123, -3.8271, 13.2256
O, 4.558, 0.4939, 13.7772
O, 12.403, 1.6882, 17.2854
O, 6.6341, -5.8195, 11.2702
O, 6.3504, 3.6251, 18.0527
O, 4.4689, 5.8592, 13.6009
O, 12.7521, 4.6346, 17.285
O, 3.8448, 2.4403, 18.438
O, 6.9211, 1.2593, 14.5786
O, 12.8593, -1.0498, 21.8239
O, 6.0086, 6.4544, 15.8914
O, 1.6149, 2.3586, 14.9223
O, 11.4648, 10.9325, 15.4108
O, 6.5758, 9.5547, 15.1655
O, 13.1061, 8.4128, 17.2464
O, 3.2402, -4.9347, 19.3125
O, 6.5932, 2.2209, 20.0893
O, 2.3084, 1.555, 22.6149
O, 9.7462, 6.5202, 21.251
O, -2.8899, 0.1842, 16.8168
O, 4.7552, -2.2211, 17.1072
O, 2.5813, 9.5838, 12.8484
O, 6.4254, 3.2108, 22.5922
O, 8.2864, 4.1683, 19.5603
O, 10.8058, 11.3018, 21.1682
O, 14.4401, 8.4321, 19.9549
O, 11.4523, 6.6695, 18.0552
O, 14.5152, 6.4763, 16.5397
O, 10.5566, 8.8498, 16.9508
O, 1.152, 5.1253, 20.0213
O, 20.6529, 0.3115, 18.6181
O, 13.0329, 7.3282, 21.7429

Results
free energy: -43060.953 eV
free energy less fixed offsets of O -463.61, Si -117.95 eV per atom: 23.627 eV
pressure: -1.50 GPa
stress xx, yy, zz, yz, xz, xy (GPa, positive in tension): 2.56, 0.36, 1.59, 1.4, 0.91, -0.46

Forces (eV/angstrom), in the order of the atoms: element, x, y, z
Si, -0.8046, 3.2649, -0.0653
Si, 1.699, -1.2718, 1.3767
Si, 1.0142, 0.4604, -0.9427
Si, -0.8444, -0.2866, 0.6661
Si, -1.7546, -0.4118, -1.1204
Si, 0.0845, -0.3985, -1.437
Si, 0.8914, 0.9518, 1.362
Si, 2.3879, -5.1305, -1.6761
Si, 0.8949, 1.6979, 0.8258
Si, -0.9368, 1.2644, -1.136
Si, 1.6374, -0.2555, 0.1211
Si, -0.2264, -0.6624, -0.5913
Si, -0.0269, -0.2424, 0.6459
Si, -0.5021, 1.0268, -1.394
Si, -1.3145, -1.1315, 0.3756
Si, 0.5588, -0.6018, -0.0995
Si, -0.502, -1.2485, 1.5444
Si, -0.0478, -1.4453, -0.5689
Si, -2.2957, -0.3062, 0.216
Si, 0.1234, -0.9441, 1.1903
Si, -0.0668, 0.5872, -0.5371
Si, -0.1822, 2.0019, -1.3333
Si, 0.342, 0.375, 1.7575
Si, 1.106, -0.1874, -0.0289
Si, 1.2473, -1.3139, -0.0314
Si, -0.4042, 1.919, -0.6947
Si, -0.5964, 2.5409, -0.7289
Si, 1.5509, -0.2124, -0.864
Si, 1.1097, 0.3837, 1.3375
Si, 1.8351, 0.2923, -0.5991
Si, -1.5091, -1.9961, 0.4798
Si, -0.4367, 0.7517, 0.4599
Si, -0.1677, -0.733, 0.8708
Si, -0.8905, 2.1267, 0.1856
Si, 0.8563, -0.3835, -0.3765
Si, 0.7801, -1.3104, -0.3544
Si, 0.2403, -1.4165, 1.0072
Si, -0.9904, 1.9853, 0.3881
Si, 0.45, -1.3474, -1.2997
Si, 0.348, -0.6347, -0.0675
Si, 0.9885, 0.2375, -0.1474
Si, -0.2182, -1.0203, 0.0796
Si, -0.3649, -0.1814, 0.7752
Si, -0.272, 2.1664, -0.3688
Si, -0.7726, -0.6119, -0.6196
Si, 1.5806, -0.0013, -0.1074
Si, 0.0161, -0.079, 1.0796
Si, 0.3597, -0.2564, -0.021
Si, -1.0825, 2.1321, 0.8259
Si, -0.8935, -1.7026, 0.4302
Si, -0.6845, 1.0628, 0.4563
Si, 0.6205, 0.1072, -0.8291
Si, -1.1941, 1.4555, -0.419
Si, 1.3908, -1.3628, 0.0017
Si, 3.274, -0.3989, -0.0933
Si, -1.3245, 0.8101, 0.8347
Si, -0.8502, -1.0427, 0.2602
Si, 0.8544, -0.9338, -1.2472
Si, -0.2548, 1.8956, -0.532
Si, -2.7612, -0.2986, 1.687
Si, 0.3704, -0.6695, 0.9798
Si, 0.0231, -0.212, -1.5942
Si, 0.4522, -1.5946, -1.0042
Si, -0.6573, 0.2863, -0.5474
Si, -0.8933, -1.0701, 0.1866
Si, -1.5708, -2.448, 0.8872
Si, 0.4919, 1.9979, 0.6871
Si, 0.3265, -1.0592, -0.1112
Si, 0.896, 2.2254, 0.1981
Si, 0.9647, 2.0396, 0.1897
Si, -1.8786, -0.3928, -0.3875
Si, -0.8306, -1.9919, -0.9152
Si, 1.1434, 2.0403, 2.6375
Si, -1.6008, -0.0435, 0.6102
Si, 1.8304, 1.0345, 3.5031
Si, 1.3703, 0.702, 1.0157
Si, 0.2471, 0.5772, -1.0152
Si, 1.0967, 0.7451, -0.8071
Si, -1.1468, -3.3224, -2.8702
Si, -0.3632, -0.1231, 0.1229
Si, -2.423, 0.6736, -0.6557
Si, 1.382, -1.6064, -0.0973
Si, 1.5905, 1.1629, -3.2278
Si, -0.1563, 2.1492, 2.3156
Si, 1.6639, -1.97, 0.2004
Si, 2.095, 0.6794, -1.3794
Si, 1.9687, -1.1096, -1.9989
Si, -3.8223, 1.415, -0.2619
Si, -0.0229, -1.3641, -3.6031
Si, -3.4612, -1.2872, -1.5785
Si, 2.3012, 0.1463, -2.7183
Si, 1.6087, 0.848, 3.9742
Si, 2.3797, -0.8454, -0.7959
Si, -2.7798, 0.2611, 0.7489
Si, 2.0769, 0.9481, 0.2186
Si, 0.6351, 3.2476, -0.1468
Si, -2.334, 3.2198, -4.11
Si, -0.5903, -0.279, -2.0293
O, -1.4982, 0.0936, 3.147
O, -0.343, 0.7457, -0.1122
O, 0.46, -1.0124, -0.3235
O, -1.3871, -0.3223, 0.5318
O, 0.6149, 1.5214, -1.6524
O, -1.3325, 1.7711, -0.125
O, -0.8991, 0.0743, 1.2875
O, 0.6113, 0.7551, -0.2057
O, 0.2614, -1.4377, 1.2996
O, 0.6539, -0.2767, -0.3304
O, 0.0169, -0.369, 0.3498
O, -0.9297, -0.1609, -1.7728
O, 0.2057, -0.3565, 1.2045
O, 0.0967, 2.5395, 0.9217
O, -1.4586, 0.0972, -0.3039
O, -1.3076, -0.5129, -0.4933
O, -1.0984, 1.1835, -0.0247
O, -0.3194, -0.45, -0.2658
O, 1.3232, 0.6926, 0.2539
O, -1.0164, -1.9967, -1.4763
O, 2.1592, -2.515, 1.2612
O, -1.3036, 0.2828, 0.1591
O, 0.0098, 0.072, -2.4405
O, -1.0166, 1.1455, 0.6174
O, 0.3548, -1.7167, 0.112
O, 0.8892, -0.691, -1.7503
O, -1.6468, 3.1286, 0.3924
O, -0.8223, -0.1354, -0.5741
O, -1.2627, -0.7613, -0.511
O, 1.5057, -0.1403, 1.8795
O, 0.0203, 1.0558, 1.11
O, 1.2092, 0.6852, 0.0173
O, -0.0704, 0.7881, -1.104
O, -0.6203, 1.8928, 0.2953
O, 1.6844, 0.1374, 0.6618
O, -1.7016, -0.2865, 0.211
O, 1.0475, -0.6926, -0.5029
O, -0.2595, -0.8127, 0.8161
O, 1.1535, -0.4401, 1.2284
O, 0.4366, 0.9292, -1.5211
O, -0.4221, -1.3677, -1.0228
O, 2.1037, 1.621, 0.1836
O, -1.1147, 0.9855, 2.6013
O, -0.4169, -1.554, -0.1411
O, 4.9225, -2.072, -0.1972
O, 1.3635, -0.1042, -0.015
O, -0.2573, 0.9117, 1.0503
O, -0.5025, -1.2231, 0.3941
O, -0.3815, -1.502, 0.0249
O, 1.2046, 1.8539, -0.54
O, -2.4306, 0.6522, 1.7226
O, -3.4934, -1.3909, -1.589
O, -1.082, 0.2581, 1.2576
O, -1.4486, -0.9551, -1.5239
O, 0.3839, 0.232, 1.4902
O, -0.261, 0.7469, 1.0572
O, -0.0699, 0.0202, -0.604
O, -0.5666, -0.9733, 0.5664
O, -0.4207, -1.4052, -3.6794
O, 1.8466, -0.4757, 0.5992
O, 1.6546, -1.4708, 4.4303
O, 1.5664, -1.4144, -0.0829
O, 0.9769, 1.357, 1.3691
O, -3.3951, -2.0428, -1.2349
O, 0.7688, 0.732, 0.9826
O, -1.4239, -0.8317, 1.5786
O, 2.3762, 0.9649, 0.4298
O, -1.3535, -0.7959, 1.0916
